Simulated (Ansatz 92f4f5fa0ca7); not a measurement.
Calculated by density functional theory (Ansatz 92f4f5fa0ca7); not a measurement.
Periodic cell of 256 atoms, Si144O112, from a study of silicon, its oxide and their interface. The atomic structure is a simulated model.
Doubt: the cutoff is far below the 930 eV that the study's wrapper takes by default for these files, so forces and energies are approximate.
This geometry differs little from another in the collection (a relaxation step or a small displacement).

Settings
functional: PBE
potential files: Ansatz PAW
basis: plane waves
wave-function cutoff: 580 eV
density cutoff ratio: 5
exchange-correlation grid ratio: 1
k mesh: 1 x 1 x 1, Gamma-centred
self-consistency stop: 5e-08 eV per atom in the density residual
occupations: fixed
spin: none
net charge: 0

Cell vectors (angstrom)
a  10.938  0  0
b  0  10.938  0
c  -0.3025  0.4303  36.8058

Atoms and the computed forces on them: element, x, y, z (angstrom), force x, y, z (eV/angstrom)
Si  1.2955  -1.1673  29.2065  -0.01  0.008  0.0092
Si  3.98  1.5747  29.3642  -0.0061  0.0068  -0.0003
Si  0.9005  4.7461  29.366  0.0061  -0.0053  0.0042
Si  3.6839  -3.2638  29.341  -0.0011  -0.0094  0.0167
Si  -4.7473  -0.6637  29.5062  0.0041  -0.0139  0.0014
Si  -1.8449  1.8994  29.3806  -0.004  -0.0051  0.0067
Si  6.8477  4.157  29.2805  -0.0033  0.005  0.0006
Si  -1.3724  -3.9759  29.2957  -0.0138  0.0073  0.0122
Si  2.3833  0.4122  30.6271  -0.0008  -0.0041  0.001
Si  5.1844  3.1521  30.6394  0.0023  0.0018  0.0021
Si  2.5233  -4.9858  30.5677  0.0027  0.0064  0.0007
Si  5.0986  -2.2118  30.8626  0.0072  -0.002  0.0013
Si  -3.0371  0.4016  30.7067  0.0041  0  0.004
Si  -0.2816  3.1541  30.6522  -0.0034  0.0057  0.0063
Si  7.8977  5.8656  30.5712  -0.0009  0.0013  0.0058
Si  -0.268  -2.3292  30.5809  0.0017  0.0015  0.0026
Si  1.0614  1.7944  32.0131  0.0032  0.0003  0.0109
Si  3.818  4.5464  31.9833  -0.0019  -0.0046  0.0111
Si  1.1028  -3.6768  31.9937  -0.0019  0.0008  0.0012
Si  3.7153  -0.8652  32.1132  -0.0014  0.0006  0.0098
Si  6.5322  1.7915  32.0475  0.0009  0.0018  0.0086
Si  9.2596  4.5276  32.014  -0.0011  -0.0025  -0.0031
Si  6.5444  7.2494  32.0036  0.0013  -0.0005  0.002
Si  -1.64  -0.9793  31.9996  0.0039  -0.0008  0.0078
Si  -0.3025  0.4303  33.3875  -0.0042  -0.1171  -0.1131
Si  2.432  3.1648  33.3875  0.1199  0.0611  -0.256
Si  -0.3025  5.8993  33.3875  0.1009  0.0222  -0.1987
Si  2.432  -2.3042  33.3875  -0.3317  -0.0682  0.4089
Si  5.1665  0.4303  33.3875  -0.0977  0.2675  0.4469
Si  7.901  3.1648  33.3875  -0.0116  0.0453  0.1293
Si  5.1665  5.8993  33.3875  0.0951  -0.0558  -0.0901
Si  7.901  -2.3042  33.3875  0.1406  -0.2086  -0.1313
Si  1.3673  -1.3673  3.418  -0.0218  -0.0338  0.1604
Si  4.1018  1.3673  3.418  0.0152  0.0308  0.114
Si  1.3673  4.1018  3.418  -0.0037  0.1462  -0.2841
Si  4.1018  -4.1018  3.418  -0.001  -0.1508  -0.2385
Si  6.8362  -1.3673  3.418  -0.0014  -0.0126  -0.3788
Si  -1.3673  1.3673  3.418  -0.0224  0.0249  -0.3156
Si  6.8362  4.1018  3.418  -0.0213  0.0166  0.2361
Si  -1.3673  6.8362  3.418  0.019  -0.0106  0.2109
Si  2.7357  0.0017  4.7951  -0.0004  0.0012  -0.0036
Si  5.4584  2.7389  4.8137  -0.0001  0.0006  -0.0051
Si  2.7229  5.4754  4.7749  -0.0012  0.0015  -0.0023
Si  5.4897  -2.7564  4.7368  0.001  -0.0006  -0.0038
Si  -2.7311  -0.0081  4.7439  -0.0012  0.0006  -0.0078
Si  -0.0217  2.7644  4.7393  -0.0029  0.0023  -0.0042
Si  8.2041  5.4715  4.8165  -0.0007  -0.0012  -0.007
Si  0.006  -2.7409  4.817  0.0007  -0.0003  -0.0065
Si  1.3243  1.4057  6.091  0.0063  -0.0069  0.002
Si  4.0588  4.111  6.1752  0.0034  -0.0033  0.0012
Si  1.3862  -4.1055  6.1985  -0.0018  0.0008  0.0028
Si  4.1336  -1.4136  6.0929  -0.0044  0.0039  0.0043
Si  -4.0723  1.3474  6.1266  -0.0029  0.0037  0.0048
Si  -1.3417  4.1117  6.1745  0.0005  0.0016  0.0039
Si  6.8293  -4.0827  6.1681  0.0012  -0.002  0.0026
Si  -1.3982  -1.3663  6.1434  0.004  -0.0043  0.0017
Si  -0.2702  0.2764  7.3875  0.013  -0.0094  -0.0036
Si  2.4265  2.9603  7.4642  0.0111  -0.013  -0.0088
Si  0.2431  -5.6947  7.5356  -0.0149  0.0154  -0.01
Si  3.005  -2.9419  7.4865  -0.0135  0.0176  -0.0126
Si  5.7514  -0.3103  7.3736  -0.0151  0.0124  -0.0115
Si  -2.4901  2.497  7.4468  -0.0177  0.0153  -0.0108
Si  5.2016  5.7357  7.4509  0.0132  -0.0125  -0.0052
Si  -2.9458  -2.5161  7.5202  0.0127  -0.0129  -0.0045
Si  1.0648  -0.937  34.7548  -0.0501  -0.1137  0.0395
Si  3.7993  1.7975  34.7548  0.1496  0.0488  0.0455
Si  1.0648  4.532  34.7548  -0.0244  0.0186  -0.0412
Si  3.7993  7.2665  34.7548  0.0009  0.0486  -0.0356
Si  6.5338  -0.937  34.7548  -0.0606  0.004  -0.0444
Si  -1.6697  1.7975  34.7548  -0.0425  0.001  -0.0369
Si  6.5338  4.532  34.7548  0.0022  -0.0243  0.0034
Si  -1.6697  7.2665  34.7548  0.0155  0.0318  0.0001
Si  2.432  0.4303  36.122  -0.02  0.0133  -0.0467
Si  5.1665  3.1648  36.122  -0.0573  0.0122  -0.0118
Si  2.432  5.8993  36.122  0.0219  -0.0121  -0.0118
Si  5.1665  -2.3042  36.122  0.0174  -0.0283  -0.0094
Si  -3.037  0.4303  36.122  0.0233  0.0051  -0.0129
Si  -0.3025  3.1648  36.122  0.0123  -0.0278  -0.0101
Si  -3.037  5.8993  36.122  0.0009  -0.0275  -0.0362
Si  -0.3025  -2.3042  36.122  -0.0003  0.0691  -0.0108
Si  1.3673  1.3673  0.6835  0.026  -0.029  0.0221
Si  4.1018  4.1018  0.6835  0.065  -0.0301  0.0157
Si  1.3673  6.8362  0.6835  -0.045  0.0276  0.0072
Si  4.1018  -1.3673  0.6835  -0.0107  0.0431  0.0131
Si  6.8362  1.3673  0.6835  -0.0471  0.034  0.0046
Si  -1.3673  4.1018  0.6835  -0.0258  0.0319  0.0204
Si  6.8362  -4.1018  0.6835  0.0295  -0.0072  0.0275
Si  -1.3673  -1.3673  0.6835  0.0027  -0.0631  0.021
Si  0  0  2.0507  -0.0219  0.0468  0.0036
Si  2.7345  2.7345  2.0507  -0.0122  0.0365  0.012
Si  0  5.469  2.0507  0.059  -0.0267  -0.0011
Si  2.7345  -2.7345  2.0507  0.0274  -0.0267  0.0122
Si  5.469  0  2.0507  0.0414  -0.0306  0.0096
Si  8.2035  2.7345  2.0507  0.0092  -0.0829  0.0039
Si  5.469  5.469  2.0507  -0.0815  0.0032  -0.001
Si  8.2035  -2.7345  2.0507  -0.0198  0.0692  0.0067
Si  3.311  -1.1633  16.3257  -0.0011  0.0007  0.0059
Si  2.3978  4.1916  17.5364  -0.0006  0.0005  0.006
Si  6.5029  3.7932  9.5736  0.0034  -0.0003  -0.0117
Si  -2.4341  -0.1934  15.5594  0.0029  -0.0007  0.0078
Si  -1.3935  -1.5735  24.6347  0.0006  -0.0011  0.0029
Si  2.7273  3.4123  27.1439  0.0019  0.0027  -0.0008
Si  -2.0883  1.4025  13.2326  0.0031  -0.0003  0.0038
Si  1.5288  2.9173  22.1976  0.0017  -0.0016  -0.0037
Si  0.7  2.6929  25.0979  0.0047  -0.0013  0.0001
Si  0.9667  4.9493  14.732  0.0002  0.0013  0.0051
Si  2.9998  1.8466  15.8692  0.0022  -0.0022  0.0079
Si  7.3673  4.0625  12.5682  -0.0005  -0.0005  -0.0019
Si  0.2877  4.6147  19.9354  -0.0015  0.0011  -0.0005
Si  1.1715  -1.4881  9.6249  0.0001  -0.006  -0.0071
Si  6.7937  -0.4277  23.4555  0.0006  -0.0015  -0.0042
Si  2.6558  0.2459  11.8252  0.0004  0.0011  -0.0031
Si  3.4042  -4.5145  14.1235  -0.0005  0.0007  0.0039
Si  -1.2563  -4.1601  15.4461  0.0019  0.0001  0.0097
Si  4.3318  -1.7094  13.5776  -0.0018  -0.0024  0.0053
Si  4.7373  -5.1655  16.7462  0.0012  0.0014  0.0073
Si  1.5577  -1.8403  23.2346  0.0017  0.0001  -0.0057
Si  -2.4945  -3.803  26.3982  -0.0018  0.0054  0.0068
Si  0.9544  2.0612  13.6284  0.0001  0.001  0.0054
Si  3.5017  -1.6324  19.377  -0.0019  -0.0011  0.0022
Si  1.9194  -3.9488  20.9285  -0.0008  0.0001  -0.0016
Si  5.5312  -4.6317  24.1003  -0.0018  -0.0057  -0.0012
Si  4.2885  1.4961  9.5263  0.0003  0.0021  -0.0107
Si  1.8343  0.2381  20.883  -0.0026  0.0019  -0.0019
Si  5.7255  -2.5324  27.2388  0.0054  0.0007  0.0052
Si  -2.9178  -4.8182  22.5799  0.0014  -0.0002  -0.0045
Si  6.808  2.5024  24.4729  -0.0023  0.0005  -0.001
Si  -2.3025  -4.0029  12.5983  0.0036  -0.0009  -0.0019
Si  4.2862  -1.9558  24.7593  0  -0.0002  0.0016
Si  -2.6696  3.5519  19.0558  0.0027  0.0005  0.0015
Si  7.5222  -4.715  17.7054  0.0004  -0.0019  0.0061
Si  -1.0268  -3.7808  9.7506  0.0004  0.0004  -0.0077
Si  7.8563  0.6424  18.3507  0.0038  0.0035  0.0029
Si  -1.7979  4.5019  24.9655  0.0021  0.0024  0.0008
Si  3.8719  4.7464  21.8794  0.0012  -0.0001  -0.0014
Si  0.2472  -1.5999  16.4552  -0.0002  0.0011  0.008
Si  7.375  -1.2587  13.0562  0.0002  0.0003  0.0027
Si  6.4806  3.7277  21.4869  -0.0002  -0.0012  -0.0043
Si  -2.2926  -3.0305  20.2268  0.0024  0.0017  -0.0014
Si  -0.4339  0.3224  26.9471  0.0025  -0.0057  -0.0045
Si  -0.4773  -0.8706  19.3438  0.0029  0.0045  0.0025
Si  5.479  4.2781  26.4379  -0.0053  0.0041  0.0056
Si  4.9196  3.8876  14.4665  -0.0008  0.0017  0.0034
Si  6.3317  -0.8211  20.4388  0.0001  -0.0019  -0.0012
O  7.8609  -5.386  13.0498  -0.0004  0.0006  0.0013
O  -1.3237  -0.6237  25.9659  -0.0007  -0.0035  -0.0006
O  5.4097  4.5414  15.8862  0.0019  -0.0023  -0.0021
O  6.9184  -4.0116  23.4922  -0.0005  0.002  0.0065
O  1.7652  -1.5066  15.8562  0.0017  0.0017  -0.0012
O  -1.4874  -4.3302  11.2186  -0.0033  -0.0005  0.0071
O  4.44  -3.5504  24.5468  0.0032  0.0006  0.0029
O  -1.8252  -0.0784  19.0358  -0.0018  -0.0041  -0.0057
O  2.7694  3.85  22.6632  -0.0016  -0.0019  0.004
O  5.1421  0.4836  28.9368  -0.0037  0.0038  -0.0045
O  4.1029  -4.0803  7.9946  0.0034  -0.0057  0.0128
O  6.616  -1.5277  28.1698  0.0006  0.0005  0.0025
O  4.7019  -1.6453  26.3096  -0.0051  0.0034  -0.003
O  -2.932  3.0415  28.9209  -0.0006  0.0032  -0.0028
O  7.1668  5.1986  21.5602  0.0013  0.0028  0.0052
O  -2.2637  5.5355  26.1444  0.0012  -0.0027  0.0006
O  5.7479  -1.2147  12.9386  0.0015  0.0007  -0.0002
O  2.8884  2.666  17.2789  -0.0001  0.0013  -0.002
O  3.298  2.1137  27.9573  0.0017  -0.0019  0.0059
O  6.1843  3.4977  13.5351  0  -0.0001  0.0017
O  7.4422  -1.9867  20.4273  -0.0004  -0.0001  0.0021
O  1.5639  1.6195  15.0922  -0.0001  -0.0007  -0.0026
O  0.676  -0.5421  27.7986  0.001  -0.0012  0.0021
O  3.209  -0.6655  13.0468  0.0018  -0.0012  0.0011
O  3.8799  0.8164  10.9294  -0.0041  -0.0053  0.009
O  4.7874  5.4078  23.009  0.0011  0.0019  0.0071
O  2.8318  -0.1786  19.6774  -0.0004  -0.0009  0.0018
O  1.3477  4.0973  8.0158  -0.0006  0.0019  0.0124
O  2.4739  -2.2627  28.7772  0.0002  -0.0002  -0.006
O  6.3442  4.5725  27.7789  -0.0007  -0.0018  0.0017
O  2.7036  -1.6922  24.4203  -0.0011  0.0006  0.0032
O  5.9119  5.0807  8.7786  -0.0024  0.0032  0.0035
O  0.2393  1.4047  25.9543  0.0017  0.0038  0.0006
O  6.8622  -1.3885  7.9783  0.0011  -0.0003  0.0132
O  4.9175  -1.6101  20.1961  0.0027  0.0012  0.0016
O  -2.711  3.1501  24.9528  -0.0005  -0.0007  0.0051
O  5.3727  2.6609  9.7682  -0.0021  -0.002  0.0039
O  6.5469  0.3127  19.2711  0.0009  -0.0018  0.0029
O  6.4786  3.0121  22.9532  0.0012  -0.0017  0.0063
O  -1.9012  5.2474  23.51  0.0002  0.0009  0.0035
O  7.8024  -1.3463  14.6365  0.0007  0.0007  -0.0006
O  8.1299  0.1054  12.4583  0.0002  0.0004  -0.002
O  7.6205  -0.0692  16.9091  0.0031  0.0037  -0.0013
O  7.5005  4.6554  18.1453  0.0005  0.0015  0.0019
O  3.9026  -3.2592  13.1972  0.0018  0.0021  -0.0012
O  5.9382  -4.3274  17.4753  0.0006  -0.0003  -0.0004
O  -2.5376  1.2546  14.8012  -0.0009  0.0011  -0.0005
O  3.8865  -4.2617  15.6764  0.0005  -0.0004  -0.0004
O  2.1828  3.046  25.6614  -0.0023  0.0001  0.0015
O  1.6731  -0.7215  10.9583  0.0027  0.0054  0.0071
O  -0.3018  -3.1266  16.2759  0  0.0022  -0.0021
O  4.9216  3.8594  20.975  0  0.001  0.0035
O  4.0324  2.5575  14.8016  0.0002  0.0004  0
O  4.953  0.3071  8.6553  -0.0016  -0.0011  0.0062
O  0.0975  -2.6387  10.0171  0.0003  0.0016  0.0033
O  -0.4585  1.3391  13.2472  -0.0001  0.0011  0.0001
O  6.5272  -0.0676  21.8798  0.0025  0.001  0.008
O  -0.2375  5.8343  28.8773  0.0042  -0.004  -0.006
O  -1.9122  -3.3794  27.8621  -0.0008  -0.001  -0.0058
O  -0.3995  -5.0358  8.9075  0.0018  -0.001  0.0064
O  4.376  -1.6569  15.201  0.0006  0.0014  -0.003
O  2.0053  -0.6685  22.21  -0.0021  -0.0032  0.0057
O  6.8636  -3.3351  26.3784  0.0036  -0.0008  0.0036
O  0.7952  2.3035  23.5147  0.0006  -0.0001  0.0004
O  7.4213  3.0129  20.3631  -0.0005  0.0006  0.0036
O  3.6668  5.1858  17.8492  -0.0009  -0.0008  -0.0001
O  3.6883  -1.8289  17.77  0.0003  0.001  -0.0006
O  3.5505  0.4324  16.3983  0  0.0006  -0.0005
O  -1.4408  -3.5871  13.9248  -0.0014  0.0001  -0.0022
O  -0.8605  -2.2894  20.0278  -0.0007  0.001  0.0015
O  -2.6803  -1.1649  23.6841  0.0002  0.0008  0.0021
O  2.4224  -2.1863  8.8342  0  0  0.006
O  0.4588  -0.3639  8.7009  -0.0021  0.0026  0.0014
O  -2.6389  2.1985  18.1403  0.0003  -0.0054  0.0007
O  5.4158  -1.2237  23.841  0.0004  -0.0003  0.0028
O  4.0683  5.0103  13.6229  0.0008  -0.0008  0.0008
O  1.3307  4.2002  18.7516  0.0022  0.0007  -0.0001
O  -0.8568  -0.5813  15.7989  -0.0027  -0.0001  -0.0006
O  4.7531  -3.5672  28.0902  0.0042  -0.0041  -0.0041
O  -2.282  -3.1577  8.8945  -0.0013  0.002  0.0034
O  1.5999  -3.2699  22.402  -0.0004  0.0028  0.0056
O  1.7732  -4.7311  14.0342  -0.0003  -0.0002  0.0013
O  1.5171  4.0862  27.9925  -0.0016  0.0013  0.0038
O  -2.4652  2.8553  12.601  0.0021  -0.0015  0.0019
O  7.7972  3.1782  8.7977  0.001  -0.0013  0.0051
O  1.9347  1.5717  12.427  0  0.0004  0.0007
O  0.4637  3.7518  21.3037  0.002  -0.0012  0.0056
O  -0.5259  5.3382  15.2366  0.0017  -0.0008  -0.0015
O  0.3042  0.0989  20.3719  0.0005  -0.002  -0.0011
O  1.7721  4.6025  16.0943  -0.0013  0.0007  -0.0013
O  0.6044  -4.7458  20.3151  0.0013  0.0004  0.0017
O  0.0459  -1.5904  23.8332  -0.0016  0.0006  0.0047
O  5.7167  2.8456  25.6606  0.0011  -0.0027  0.001
O  -2.0628  -3.8443  21.6184  -0.0016  -0.0007  0.0054
O  -0.2782  3.993  25.2576  -0.0023  0.0015  0.004
O  2.1679  1.7644  21.2624  -0.0021  0.003  0.005
O  6.89  0.8932  24.394  0.0005  -0.0002  0.0046
O  -1.2228  4.2412  19.4269  0.0012  0.001  0.002
O  -1.6664  -3.0785  25.1973  0.0017  0.0035  0.0021
O  0.8479  3.6982  13.6844  0.001  -0.0024  -0.0013
O  3.117  5.8819  21.0105  0.0019  -0.001  0.0037
O  -2.623  -4.4221  16.301  0.0017  0.0005  -0.0026
O  2.4868  -2.7991  19.9173  0.0013  0.0014  0.0026
O  -1.3781  1.3761  7.9527  0.005  -0.0051  0.0148
O  6.926  4.3115  11.035  0.0021  0.0021  0.0073
O  3.9331  4.4695  26.9025  0.0061  -0.0032  0.0009
O  5.9303  5.3565  25.3339  -0.0032  0.0065  0.0005
O  0.4093  -1.1897  18.0234  -0.0018  -0.0025  0.0003
O  -2.6804  -3.8921  18.9006  0.0005  0.0019  0.0038
O  7.7686  -2.6469  12.2793  -0.0013  0.002  0.001
O  2.9888  2.1486  8.7855  -0.0007  -0.0013  0.0054
O  -1.3629  1.117  28.0186  -0.0041  0.0045  0.0075

Results
free energy: -155247.701 eV
free energy less fixed offsets of O -568.88, Si -635.61 eV per atom: -5.301 eV

The program warned: the cutoff lies below the one the program advises for these potential files; the forces do not sum to zero within the program's tolerance; the exchange-correlation potential is rough where the density is thin.
